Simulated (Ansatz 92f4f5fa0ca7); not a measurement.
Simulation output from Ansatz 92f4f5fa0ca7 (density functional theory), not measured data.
Periodic cell of 322 atoms, Si176O146, from a study of silicon, its oxide and their interface. The atomic structure is a simulated model.

Settings
functional: PBE
potential files: Ansatz PAW
basis: plane waves
wave-function cutoff: 700 eV
density cutoff ratio: 5
exchange-correlation grid ratio: 2
k mesh: 2 x 2 x 1, shifted by 0.5 0.5 0.5 of a step
self-consistency stop: 5e-08 eV per atom in the density residual
occupations: Fermi-Dirac, 0.05 eV
spin: none
net charge: 0

Cell vectors (angstrom)
a, 15.4691, 0, 0.0068
b, 0, 15.4691, 0.0194
c, -0.5463, -0.9365, 22.2318

Atoms and the computed forces on them: element, x, y, z (angstrom), force x, y, z (eV/angstrom)
Si, -2.3305, -1.6575, 14.9141, -0.0817, -0.1966, 0.2875
Si, -2.9866, 3.4592, 14.4588, -0.1607, 0.0325, 0.2606
Si, -2.6897, 6.611, 14.6765, -0.0117, 0.0391, 0.3046
Si, -2.5715, -4.0791, 14.9562, 0.1367, 0.1101, 0.313
Si, 1.3121, -1.3093, 14.6853, -0.0008, 0.0552, 0.3855
Si, 1.5573, 3.1422, 14.8246, 0.0151, -0.0366, 0.3437
Si, 1.8763, 6.2674, 14.3386, 0.0922, -0.0745, 0.2441
Si, 1.4393, 10.9915, 14.8369, -0.0174, 0.0367, 0.4091
Si, 5.1048, -0.4048, 14.6557, -0.0044, 0.0591, 0.2579
Si, 5.1079, 2.0797, 14.6521, 0.0457, -0.1158, 0.3367
Si, 5.2791, 7.0569, 14.9596, 0.0173, 0.0326, 0.3257
Si, 5.3011, 10.1885, 14.9382, 0.0187, -0.0155, 0.4108
Si, 8.761, -0.499, 14.3904, -0.2308, 0.0555, 0.2568
Si, 9.0247, 2.6472, 14.6822, -0.0891, 0.0307, 0.3605
Si, 9.125, 7.1799, 15.0009, -0.0388, -0.0715, 0.3722
Si, 7.271, 10.6398, 16.1161, -0.0441, -0.027, -0.0057
Si, -0.4947, -1.0185, 16.1638, -0.0183, -0.0237, -0.0037
Si, -0.3663, 2.9465, 16.1582, 0.2035, -0.0193, 0.2123
Si, -0.6923, 6.7984, 15.9419, -0.1216, 0.0335, 0.1813
Si, -0.5813, 10.6605, 16.0517, -0.0597, 0.013, -0.0344
Si, 3.2507, -0.9222, 15.991, 0.0106, -0.0109, 0.0186
Si, 3.4184, 2.8286, 16.1431, 0.0336, -0.0488, -0.0222
Si, 3.3345, 6.7115, 16.146, -0.0094, -0.0164, 0.0073
Si, 3.3462, 10.6285, 16.1827, 0.018, -0.0108, -0.0092
Si, 7.0384, -0.8673, 15.9286, -0.0269, 0.0439, -0.0263
Si, 7.0368, 2.8795, 15.8879, -0.0418, -0.0068, 0.0007
Si, 7.2001, 6.8193, 16.2383, 0.0182, 0.0379, 0.0146
Si, 9.2943, 10.3134, 14.9006, 0.0126, 0.0181, 0.343
Si, -4.2307, -1.0407, 16.1434, 0.1952, 0.0522, 0.2195
Si, 10.8853, 2.9739, 16.0859, -0.0033, -0.0328, 0.0405
Si, 11.0526, 6.8955, 16.2567, 0.0393, -0.008, 0.0171
Si, 11.1211, 10.701, 16.3626, 0.0263, -0.0184, 0.0043
Si, -0.0106, 1.9089, -4.7745, 0.0258, -0.0095, -0.0189
Si, 0.0426, 5.845, -4.7673, -0.0312, -0.0213, 0.0083
Si, -0.0704, 9.6241, -4.8237, 0.0219, 0.024, -0.0178
Si, 0.0099, -2.0054, -4.7071, -0.0657, 0.0109, -0.0598
Si, 3.7866, 1.8663, -4.7549, 0.005, -0.0007, -0.0407
Si, 3.9447, 5.7195, -4.7301, -0.0052, -0.002, 0.0203
Si, 3.7775, 9.5986, -4.746, 0.0443, 0.0074, 0.0047
Si, 3.9125, -1.9099, -4.8234, -0.0381, 0.0209, -0.0261
Si, 7.6947, 1.9479, -4.8652, -0.0182, 0.0001, -0.0103
Si, 7.6798, 5.7141, -4.8301, 0.0283, 0.0046, -0.0068
Si, 7.7642, 9.6897, -4.6636, -0.0078, 0.012, 0.0157
Si, 7.746, -1.8675, -4.9156, 0.0106, -0.0005, -0.0121
Si, 11.6416, 1.9285, -4.8169, -0.0421, -0.0041, -0.0453
Si, 11.5637, 5.8134, -4.7305, 0.0175, -0.0034, -0.0187
Si, 11.6803, 9.6965, -4.557, -0.0167, 0.0032, -0.016
Si, 11.6006, -1.9083, -4.5692, -0.0116, 0.0144, -0.0515
Si, -1.9312, 1.9507, -3.362, -0.0199, -0.0026, -0.0339
Si, -1.9213, 5.7304, -3.3906, -0.0007, -0.0098, -0.0317
Si, -1.8624, 9.5995, -3.2511, -0.0114, 0.0009, 0.0409
Si, -1.8993, -1.9211, -3.2881, 0.0435, -0.0489, 0.0803
Si, 1.885, 1.8353, -3.3946, 0.0245, 0.0175, 0.0055
Si, 1.98, 5.7912, -3.3811, -0.0195, 0.0096, -0.0113
Si, 1.8595, 9.6265, -3.4077, 0.0123, -0.0145, 0.0062
Si, 1.9754, -2.0348, -3.4374, 0.0216, -0.0127, -0.0361
Si, 5.779, 1.9948, -3.472, 0.0078, 0.0593, -0.0502
Si, 5.8335, 5.735, -3.3277, -0.0533, -0.012, -0.0016
Si, 5.7645, 9.5959, -3.4182, 0.0289, -0.0184, -0.0123
Si, 5.8494, -1.8146, -3.5062, 0.0029, -0.0129, 0.0301
Si, 9.6464, 1.8807, -3.4885, -0.0001, 0.0334, 0.0071
Si, 9.6031, 5.8057, -3.4262, 0.0144, 0.0292, 0.0236
Si, 9.6772, 9.743, -3.2923, -0.0515, -0.0036, -0.0319
Si, 9.5938, -1.9274, -3.3975, -0.0108, 0.0138, -0.0116
Si, -1.9301, 0.053, -1.942, 0.0122, -0.0336, 0.0245
Si, -1.9342, 3.8478, -1.8988, 0.0376, -0.0329, 0.0263
Si, -1.8929, 7.5817, -1.9468, 0.0089, 0.0739, 0.0173
Si, -1.8869, 11.5879, -1.9549, 0.0154, 0.0008, -0.0359
Si, 1.9055, -0.1389, -2.0905, 0.0019, 0.0321, 0.064
Si, 1.9151, 3.7942, -2.0991, 0.0117, -0.0009, 0.0559
Si, 1.9781, 7.7532, -1.9844, 0.0001, -0.0502, 0.0743
Si, 1.9533, 11.5368, -2.0091, -0.0685, 0.0034, 0.0069
Si, 5.7911, 0.1376, -2.1108, -0.0365, -0.0288, 0.0471
Si, 5.7995, 3.8112, -1.9176, 0.0096, -0.0162, 0.0324
Si, 5.8223, 7.6638, -1.977, 0.0379, 0.0689, 0.079
Si, 5.8313, 11.639, -2.2821, -0.0142, 0.0335, 0.0428
Si, 9.6345, -0.049, -2.0443, -0.0045, 0.0338, 0.0132
Si, 9.6251, 3.8323, -2.1509, -0.0165, -0.0363, 0.0507
Si, 9.64, 7.7822, -2.0364, -0.0008, -0.0683, 0.0586
Si, 9.6178, 11.6715, -1.9134, 0.0515, 0.006, 0.0015
Si, 0.0592, -0.061, -0.6258, 0.0036, 0.0082, 0.005
Si, 0.0966, 3.7951, -0.5811, 0.0311, -0.0001, -0.0174
Si, 0.0647, 7.6148, -0.5722, 0.0009, -0.0733, -0.0355
Si, 0.0509, 11.5662, -0.5845, -0.0341, 0.0218, 0.0664
Si, 3.8301, 0.0145, -0.7613, 0.0136, 0.0172, -0.0544
Si, 3.779, 3.7638, -0.6332, -0.0227, 0.0093, 0.0021
Si, 3.9119, 7.7358, -0.5414, -0.0112, -0.0005, -0.0498
Si, 4.0016, 11.5995, -0.8532, 0.0382, 0.0169, -0.0286
Si, 7.6805, 0.0637, -0.7176, -0.0248, -0.0121, -0.022
Si, 7.8113, 3.851, -0.6041, 0.0338, 0.0326, 0.0292
Si, 7.7598, 7.7653, -0.5893, -0.0282, 0.0438, -0.0098
Si, 7.5772, -3.8083, -0.7244, -0.0799, -0.0098, 0.0142
Si, 11.5505, -0.0018, -0.5984, 0.0331, 0.0199, -0.0369
Si, 11.4522, 3.825, -0.6714, -0.0092, 0.0111, 0.004
Si, 11.5633, 7.6619, -0.6602, -0.0268, -0.0931, -0.0001
Si, -3.8544, -3.836, -0.6318, 0.0242, 0.0158, 0.0163
Si, 0.7008, 1.8185, 0.645, 0.1171, 0.013, -0.3167
Si, 0.8465, 5.6996, 0.6282, 0.0677, 0.0289, -0.3201
Si, -0.3539, 9.5989, 0.661, 0.036, -0.0205, -0.3614
Si, -0.2603, -1.9836, 0.752, 0.102, -0.0063, -0.4919
Si, 3.1382, 1.8208, 0.6342, -0.0152, -0.0168, -0.0336
Si, 3.279, 5.7151, 0.6036, -0.146, -0.0026, -0.2972
Si, 3.1266, 8.683, 4.4911, -0.0454, 0.0226, -0.0712
Si, 4.4169, -1.9371, 0.4137, -0.0023, -0.0173, 0.016
Si, 8.4738, 1.887, 0.5764, 0.1086, 0.0214, -0.2915
Si, 8.3893, 5.8298, 0.6521, 0.1853, 0.0069, -0.3312
Si, 7.1221, 9.7387, 0.6109, -0.0314, -0.033, 0.0197
Si, 6.8343, -1.8382, 0.4092, 0.0099, 0.0276, -0.0666
Si, 10.8847, 1.9125, 0.6476, 0.0112, 0.0463, -0.0562
Si, 10.8252, 5.7639, 0.566, 0.009, 0.006, -0.037
Si, -3.5538, 9.6204, 0.61, -0.0362, 0.0278, -0.3663
Si, -3.4484, -1.9203, 0.7343, -0.1772, 0.0166, -0.1868
Si, -0.8012, 2.0659, 3.4377, -0.0291, -0.0032, -0.1944
Si, -0.7394, 5.0232, 3.1261, -0.1142, 0.103, -0.0558
Si, 0.1453, 9.069, 3.594, 0.0285, -0.0434, -0.071
Si, 1.562, -2.0024, 3.4672, -0.0024, 0.0238, -0.1024
Si, 4.0794, 1.3411, 2.7573, -0.0782, 0.0325, -0.3364
Si, 4.2067, 6.204, 3.5477, -0.0437, -0.0231, -0.161
Si, 4.6815, 9.7873, 0.4886, 0.1919, -0.0997, -0.3293
Si, 3.8011, -1.8041, 2.7077, -0.0686, -0.0484, -0.3089
Si, 7.0258, 2.2385, 3.2899, 0.0842, -0.0621, -0.1879
Si, 7.2817, 5.4029, 3.6201, -0.0184, -0.0572, -0.2048
Si, 7.599, 10.4043, 2.8783, -0.0817, -0.03, -0.4208
Si, 7.7548, -1.8944, 2.5157, -0.131, -0.0388, -0.2774
Si, 11.5165, 2.2601, 2.9342, -0.005, -0.0218, -0.2972
Si, -3.5335, 5.2237, 2.5322, -0.1235, -0.0156, -0.3019
Si, 10.5244, 10.2877, 3.3286, -0.0289, 0.0785, -0.1553
Si, 10.77, -2.0108, 2.7167, 0.0335, -0.0611, -0.1776
Si, -0.1684, 4.6973, 10.7565, 0.0004, -0.0991, 0.0463
Si, -3.603, 1.1152, 10.2963, -0.0447, -0.083, 0.0091
Si, -2.651, 7.8198, 7.019, -0.07, -0.0536, -0.047
Si, 3.5254, 2.3201, 5.5857, 0.0439, 0.0747, -0.0362
Si, 0.6163, 11.213, 5.4454, -0.0604, 0.081, -0.0919
Si, 9.1698, 1.5257, 9.6513, 0.0575, -0.1955, -0.0045
Si, 4.7092, 10.8377, 3.4063, 0.1552, -0.0269, -0.276
Si, -3.4816, 10.5321, 5.9577, -0.0329, -0.0317, -0.0377
Si, -2.2974, 6.0246, 9.3222, -0.0046, 0.0525, 0.0098
Si, -1.7957, 6.7324, 4.2515, 0.0867, -0.1423, -0.1233
Si, 5.2004, -1.6646, 11.6394, 0.0416, 0.0274, 0.1922
Si, -0.0371, -0.1636, 5.4678, 0.0458, -0.0364, -0.1108
Si, 3.6047, -1.4875, 9.2014, 0.0263, 0.0028, 0.0095
Si, 3.1973, 5.0976, 6.2706, 0.1005, -0.0367, -0.0906
Si, -1.6693, -2.7702, 9.5573, -0.0596, -0.0449, 0.1049
Si, 1.837, 2.3531, 10.2131, -0.0742, 0.0028, 0.1192
Si, 1.6511, 7.0236, 11.3978, 0.0038, -0.038, 0.1085
Si, 4.6717, 2.9671, 11.548, 0.0126, -0.0214, 0.1189
Si, 10.7905, -0.1885, 7.8897, -0.113, 0.1082, 0.0643
Si, 6.3492, -0.8438, 7.8911, 0.0402, 0.0537, 0.0217
Si, -3.1185, 7.6642, 11.759, -0.0294, -0.0521, 0.0956
Si, 7.2876, 8.3629, 7.7521, 0.0199, 0.0048, 0.0435
Si, 9.8251, 10.2431, 8.0645, 0.0744, 0.031, -0.0196
Si, -1.7922, 2.4737, 12.0615, 0.0688, 0.0247, 0.0943
Si, -3.4715, 10.1826, 10.2167, -0.0084, 0.1159, 0.1181
Si, 5.7052, 3.779, 6.9007, -0.1212, -0.0167, -0.0396
Si, 2.0022, 9.793, 7.7914, 0.0863, -0.0499, -0.0289
Si, 1.3228, -3.5631, 9.8129, 0.0071, 0.0059, -0.0024
Si, 0.742, 1.0107, 12.6722, 0.0473, 0.0596, 0.1229
Si, 2.6729, 6.9959, 8.514, 0.0345, 0.1004, -0.0359
Si, 4.465, 8.71, 7.2521, -0.1259, 0.0219, -0.0361
Si, 10.5965, 0.001, 4.9143, -0.0801, 0.0262, -0.1186
Si, 8.7078, 4.9711, 12.7143, -0.038, 0.0794, 0.1978
Si, 8.2043, -0.9333, 11.343, -0.0021, 0.0478, 0.0901
Si, 8.9906, -2.3763, 8.8879, -0.0157, 0.153, 0.014
Si, 8.1374, 5.5857, 6.4459, -0.046, 0.0576, -0.0541
Si, -3.169, -1.3261, 12.0074, 0.0942, -0.0833, 0.1194
Si, 10.9894, -3.9286, 12.6876, 0.1813, -0.0259, 0.2042
Si, -1.5964, -2.5389, 6.527, 0.1068, -0.0791, -0.0087
Si, 1.9893, 0.7228, 7.637, -0.0179, 0.0498, -0.0507
Si, 5.6877, 5.6804, 12.2143, 0.1254, 0.013, 0.1401
Si, 2.038, 9.9698, 11.9951, 0.0454, 0.0303, 0.1101
Si, 6.4494, 2.0873, 9.2933, 0.0131, -0.0637, -0.0342
Si, 7.4619, -0.1785, 5.0169, 0.0852, -0.0395, -0.1075
Si, 5.0926, 10.7076, 12.0092, -0.0545, 0.0203, 0.1346
Si, 6.7339, 8.2559, 10.8689, 0.03, -0.0688, 0.0669
Si, 10.5845, 6.223, 8.0362, 0.0772, 0.0708, 0.0578
Si, 9.539, 6.9555, 10.8717, 0.0161, -0.0639, 0.0494
O, -1.5573, 2.9607, 15.0297, 0.0674, -0.0424, -0.0306
O, 0.4603, 6.9774, 14.7532, -0.0366, 0.1025, -0.0986
O, 10.0532, -1.2499, 15.0151, 0.0212, -0.0814, -0.0534
O, 0.127, 1.6066, 2.1841, 0.0024, -0.1011, 0.1326
O, 0.5221, 5.5834, 2.2558, 0.1128, 0.0606, 0.191
O, 0.4642, 9.589, 2.0848, 0.1582, 0.0639, 0.0968
O, 1.5372, 8.4661, 4.1999, 0.0374, -0.1227, 0.0572
O, 0.5875, -2.0396, 2.1471, 0.164, -0.0011, 0.2218
O, 5.5501, 2.0257, 2.662, -0.0384, 0.0716, -0.0738
O, 3.838, 5.4746, 2.1452, 0.0777, -0.0804, 0.1611
O, 5.7701, 5.9386, 3.8812, 0.0369, 0.0495, 0.0906
O, 4.1695, 10.3257, 1.9585, -0.1864, 0.0563, 0.0414
O, 8.0907, 1.7361, 2.172, -0.0201, -0.0081, 0.1931
O, 7.8606, 5.9642, 2.2123, -0.0867, 0.0778, 0.1846
O, 8.966, 9.8152, 3.5796, 0.0141, -0.1914, 0.2104
O, 9.3019, -1.3769, 2.35, 0.0939, 0.1391, -0.1357
O, -2.3609, 1.9208, 3.0211, -0.0103, -0.0921, -0.0239
O, -1.9967, 4.7981, 2.0465, 0.0903, -0.0484, -0.0567
O, -1.9616, 9.6401, 1.0417, 0, -0.0257, 0.1467
O, -1.8475, -1.9388, 1.1776, -0.1026, 0.04, 0.1824
O, -2.2467, -1.1441, 13.3374, 0.1588, 0.1571, -0.1825
O, -3.1019, 2.7188, 13.0022, -0.1513, -0.0761, -0.1279
O, -2.9425, 5.068, 14.168, -0.051, 0.0036, -0.1529
O, -2.6449, 7.5532, 13.3163, 0.0677, 0.1567, -0.1369
O, 11.1145, -2.3316, 12.4681, -0.2198, 0.1099, -0.05
O, -3.1125, 10.9939, 13.4455, 0.0478, -0.1496, -0.2332
O, 1.6054, 9.9821, 13.56, -0.0553, -0.1352, -0.1044
O, 1.3987, -2.9101, 14.2765, 0.025, 0.0313, -0.1791
O, 1.103, -0.4547, 13.2884, -0.0172, -0.0328, -0.2319
O, 1.5521, 2.1193, 13.5459, 0.117, -0.0607, -0.0875
O, -2.3444, -4.2544, 9.6376, 0.0686, -0.102, -0.065
O, 2.3656, 6.7624, 12.8505, 0.135, 0.07, -0.1413
O, 1.4495, -4.1408, 11.3219, -0.0965, 0.1125, 0.0747
O, 4.9967, -1.1722, 13.1814, -0.0615, -0.1047, -0.1587
O, 4.7519, 2.571, 13.1202, -0.0237, 0.0123, -0.097
O, 5.8887, 2.1868, 10.8071, 0.0808, -0.083, 0.0642
O, 7.2237, 4.2489, 6.6178, 0.127, -0.1094, 0.025
O, 5.1254, 6.0297, 13.6953, -0.0727, -0.1165, -0.0647
O, 5.3251, -4.3967, 13.5542, 0.0568, 0.1887, -0.1115
O, 5.2766, 8.6175, 14.4196, -0.0282, 0.0152, -0.1553
O, 6.624, -1.1403, 11.098, -0.0261, 0.03, -0.1048
O, 6.2465, 9.6889, 11.4728, 0.1167, 0.0284, -0.0753
O, 9.0885, 1.0857, 14.1875, 0.0661, 0.0643, -0.1173
O, 8.4716, -1.1189, 12.9233, 0.0168, -0.1541, -0.114
O, 1.1058, 3.7885, 10.3669, 0.0979, 0.0733, -0.0994
O, 9.1703, 3.5379, 13.3035, 0.0573, -0.0245, -0.2188
O, 9.1318, 6.1264, 13.7661, 0.0782, -0.0423, -0.1233
O, 5.1371, -3.2739, 11.336, 0.0281, -0.0541, -0.1564
O, -0.3989, 3.5953, 3.8166, 0.0742, 0.0682, 0.2678
O, 1.0771, -0.8028, 4.4633, 0.0786, 0.0947, 0.0497
O, -1.9547, 7.358, 8.4254, 0.2097, 0.1497, 0.0283
O, 1.4457, -3.3648, 4.3543, 0.1239, -0.0939, 0.0559
O, 3.2725, 1.9986, 4.0164, -0.1665, 0.0662, 0.0893
O, 4.2653, -0.2622, 3.0826, 0.0106, -0.0113, 0.1251
O, 3.2343, 5.7002, 4.7534, -0.1571, -0.0372, 0.0109
O, 3.9295, 7.7988, 3.3739, 0.0813, 0.0589, -0.1227
O, 3.6282, 10.2277, 4.4316, -0.1034, 0.1401, 0.1943
O, 4.7019, -2.9971, 3.4472, 0.0031, 0.0543, 0.2157
O, 7.2439, 1.3809, 4.6374, -0.0126, 0.1168, 0.2115
O, 7.2745, 3.7942, 3.5803, 0.0196, 0.0083, 0.0928
O, 8.2364, 5.8891, 4.8452, 0.1812, 0.1245, 0.0081
O, -1.0807, 8.0151, 3.536, -0.055, 0.049, -0.0718
O, 7.8159, -3.463, 2.893, 0.0264, -0.0246, 0.1474
O, 9.4835, 0.7325, 8.253, -0.1307, 0.0754, -0.1586
O, 10.7218, 1.4102, 4.0922, -0.0667, 0.0607, 0.1835
O, 1.4117, 8.6323, 11.3124, -0.1425, 0.064, -0.1212
O, 11.2756, 3.8709, 3.2252, -0.1608, 0.0126, 0.1945
O, -3.3135, 6.4286, 3.6426, -0.0911, 0.1621, 0.1793
O, 10.6204, -3.5748, 3.1276, 0.0209, 0.0121, 0.0993
O, -3.9119, 9.9095, 4.5126, 0.115, -0.1446, 0.0426
O, 7.4763, 6.8565, 7.1978, -0.0778, 0.0061, 0.0263
O, 11.3019, -1.1619, 4.0093, 0.1922, 0.0015, 0.1651
O, 10.5819, 2.1201, 10.1898, 0.0152, 0.3036, 0.0887
O, -0.9973, 3.8782, 11.8904, -0.0079, 0.1466, 0.0533
O, 4.731, 5.0696, 6.8287, 0.0966, 0.1662, 0.1146
O, 5.1035, 2.7082, 5.813, 0.1671, -0.1108, -0.0892
O, 1.5648, 10.2293, 6.2978, 0.0555, -0.0591, -0.0193
O, -0.1885, -3.358, 6.498, 0.0735, 0.0094, 0.1301
O, 0.6293, 0.2246, 6.8993, -0.0841, 0.0064, 0.1451
O, -3.8277, 0.0804, 11.5422, -0.1081, 0.046, 0.0896
O, 0.2886, 6.1336, 11.379, -0.1224, 0.0531, 0.0396
O, 3.6342, 9.9987, 7.8343, 0.1708, 0.2412, 0.101
O, 9.054, -0.386, 5.2727, 0.0083, -0.0648, 0.1262
O, 6.5348, -0.5613, 6.2921, -0.1272, -0.0433, -0.0094
O, 9.765, 6.9278, 9.2616, -0.0831, 0.039, -0.0621
O, 10.9999, 9.6372, 9.0433, -0.0299, -0.1083, -0.0155
O, 8.6823, 9.1759, 7.6203, 0.0227, 0.0204, -0.0809
O, -1.8949, 6.9955, 5.8414, 0.1357, -0.1139, 0.1181
O, 10.735, 7.6558, 11.6981, -0.1091, 0.1153, 0.0874
O, 10.5901, 10.7801, 6.7454, -0.1292, 0.1177, -0.0473
O, -1.064, 4.9749, 9.4127, 0.0266, -0.1026, -0.2372
O, -3.6373, 5.359, 8.6488, -0.0327, -0.2995, -0.0057
O, -1.9965, -2.1981, 8.0639, -0.0801, 0.1201, 0.0157
O, -2.3042, -1.8797, 10.7515, 0.1244, 0.0148, -0.1094
O, 6.3624, 0.5827, 8.6846, -0.0349, -0.0218, -0.0143
O, 9.0569, -3.98, 8.7353, -0.1311, -0.0319, 0.0739
O, 2.6277, 3.5839, 6.0806, -0.2804, 0.0139, 0.0439
O, 2.3214, 5.8313, 7.4203, -0.1949, -0.0707, 0.0382
O, 5.7578, 7.0484, 11.35, -0.1332, 0.05, -0.1275
O, 1.1579, 10.6484, 8.8413, -0.1413, -0.0663, 0.0077
O, 1.7397, 1.9769, 8.6374, -0.0704, 0.1092, -0.0678
O, 4.7564, 4.5931, 11.4591, -0.1137, 0.1109, -0.1764
O, 2.5807, -0.4394, 8.5604, -0.0524, -0.0499, 0.0301
O, 9.5945, 5.3211, 7.1234, 0.0733, -0.2038, -0.0594
O, 6.767, 8.374, 9.2726, -0.0785, 0.0204, -0.0346
O, 9.0369, -2.0256, 10.4779, 0.0837, -0.1766, 0.0554
O, 10.297, -1.7263, 8.1384, 0.0924, -0.1663, -0.0651
O, 8.6044, 0.54, 10.8141, -0.0397, 0.0792, 0.1116
O, 9.1945, 8.7288, 14.4343, -0.0016, 0.0247, -0.1675
O, 7.5947, -1.8016, 8.296, -0.0819, -0.1037, -0.0613
O, -2.2657, 1.9734, 10.5852, 0.0742, 0.0584, -0.2283
O, -0.5647, 1.1826, 4.7569, -0.0345, 0.0424, 0.1602
O, 10.9495, 10.8691, 11.2492, -0.1932, -0.0273, -0.1235
O, -0.8482, 1.3335, 12.7423, -0.1066, -0.1439, 0.0523
O, 3.6567, 9.9726, 11.7968, 0.0297, -0.1128, -0.1183
O, 1.6215, 4.6593, 14.1993, -0.0278, 0.0145, -0.1519
O, 3.3409, 2.5048, 10.773, 0.0283, -0.0107, -0.0659
O, 4.0528, -1.001, 10.6938, -0.106, 0.13, 0.0765
O, 7.0422, -1.093, 3.7372, -0.1754, 0.0258, 0.14
O, 11.319, 0.0549, 6.3749, 0.2056, 0.0462, 0.0205
O, 5.5995, 3.1056, 8.3688, -0.0753, 0.0738, 0.0872
O, 3.0996, 1.0594, 6.4985, 0.087, -0.1485, -0.0158
O, 4.2216, 7.5011, 8.3294, 0.1661, -0.1218, 0.1659
O, 9.4172, 5.3846, 11.316, 0.0777, -0.1747, -0.1878
O, 8.0055, 2.596, 9.3303, 0.0631, 0.2492, -0.0424
O, -2.5809, 6.4183, 10.8738, 0.0468, -0.113, 0.0815
O, 1.1595, 1.1638, 11.1083, 0.0014, -0.1658, -0.1432
O, 9.6355, -4.2773, 13.5265, -0.1406, 0.0911, -0.1692
O, 8.2422, 7.8339, 11.3064, 0.0354, 0.1431, 0.0906
O, -0.3699, 10.2848, 4.5448, -0.2053, 0.0177, 0.0314
O, 6.0226, 9.0244, 6.9392, 0.0938, 0.1265, -0.1245
O, -2.7142, -3.5025, 5.8318, -0.0714, 0.0576, -0.0958
O, -3.4922, 0.2696, 8.9064, 0.2284, -0.0461, -0.1081
O, 2.6989, -2.8285, 9.3627, 0.0705, -0.0464, -0.0557
O, 3.6518, 8.1687, 5.9382, -0.0112, -0.1331, 0.0304
O, 11.2423, 7.3841, 7.0881, -0.1651, 0.0533, -0.1256
O, 2.4853, 6.5642, 10.0696, 0.1144, -0.1283, -0.0138
O, 1.6786, 8.2342, 8.1285, -0.2649, -0.0535, 0.0141
O, 7.1159, 4.9506, 12.4568, -0.0251, -0.1272, -0.0478
O, -2.5543, 9.4178, 6.722, 0.149, 0.0648, 0.0733
O, 10.9994, 9.5412, 1.9681, -0.0885, -0.1377, 0.1297
O, 4.9379, -1.6045, 8.2468, 0.0045, -0.1419, -0.1241
O, 6.1917, 10.1978, 3.7045, 0.0199, -0.1036, 0.2683
O, -0.0527, -2.7118, 9.739, 0.0387, 0.1293, 0.0494
O, -1.3069, -1.1657, 5.7015, -0.1888, 0.0367, -0.0405
O, -2.6434, 9.0253, 11.0069, 0.2072, 0.0615, -0.0357

Results
free energy: -194946.727 eV
free energy less fixed offsets of O -569.03, Si -635.61 eV per atom: -0.987 eV

The program warned: the cutoff lies below the one the program advises for these potential files.
